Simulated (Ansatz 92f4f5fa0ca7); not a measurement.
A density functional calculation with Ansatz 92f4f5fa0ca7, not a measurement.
Periodic cell of 256 atoms, Si144O112, from a study of silicon, its oxide and their interface. The atomic structure is a simulated model.
This geometry differs little from another in the collection (a relaxation step or a small displacement).

Settings: functional r2SCAN; potential files Ansatz PAW; basis plane waves; wave-function cutoff 800 eV; density cutoff ratio 5; exchange-correlation grid ratio 1; k mesh 1 x 1 x 1, shifted by 0.5 0.5 0 of a step; self-consistency stop 1e-10 eV per atom in the density residual; occupations fixed; spin none; net charge 0.

Cell vectors (angstrom)
a, 10.88, 0, 0
b, 0, 10.88, 0
c, 5.3059, 4.7917, 37.9157

Atoms and the computed forces on them: element, x, y, z (angstrom), force x, y, z (eV/angstrom)
Si, 1.6501, -1.5968, 0.1714, -0.0106, 0.013, -0.0481
Si, 4.3447, 1.0832, 0.132, -0.0127, 0.0071, -0.0424
Si, 1.1407, 4.3565, 0.0458, 0.0103, -0.0097, -0.0432
Si, 3.8125, -3.814, 0.127, 0.0079, -0.0087, -0.041
Si, -4.355, -1.1264, 0.1111, 0.0052, -0.0114, -0.0378
Si, -1.6328, 1.6506, 0.077, 0.0071, -0.0063, -0.046
Si, 7.0007, 3.8203, 0.0225, -0.0093, 0.0083, -0.0386
Si, -1.1108, -4.3603, 0.0696, -0.01, 0.0059, -0.0487
Si, 2.7818, -0.0368, 1.4746, 0.003, 0.0008, -0.0033
Si, 5.4754, 2.6877, 1.4013, -0.0024, -0.0007, -0.0017
Si, 2.6787, -5.4022, 1.4148, 0.0014, 0.0011, 0.0009
Si, 5.3985, -2.6874, 1.4396, -0.0015, 0.0008, 0.0066
Si, -2.7511, 0.0374, 1.3753, 0.0009, 0.0001, -0.0003
Si, -0.0171, 2.7677, 1.3625, -0.0021, 0.0024, 0.0036
Si, 8.1659, 5.3927, 1.356, -0.002, -0.0015, 0.0058
Si, 0.0171, -2.7596, 1.3824, -0.0009, 0.0004, -0.0016
Si, 1.3542, 1.371, 2.6949, -0.0021, 0.0025, -0.0021
Si, 4.0792, 4.079, 2.6934, -0.0016, -0.0003, -0.0019
Si, 1.3434, -4.074, 2.8189, -0.0001, -0.0004, -0.0034
Si, 4.0939, -1.3658, 2.8734, -0.0002, -0.0006, 0.0007
Si, 6.8079, 1.3604, 2.8124, -0.0014, -0.0012, -0.0035
Si, 9.514, 4.0833, 2.7821, 0.0004, -0.0002, 0.0014
Si, 6.8069, 6.7895, 2.6912, -0.0017, -0.0015, -0.0002
Si, -1.3624, -1.3567, 2.6808, -0.0015, 0, 0.0029
Si, 0, 0.0005, 4.0559, -0.0006, -0.0002, -0.0016
Si, 2.7179, 2.7228, 4.0603, -0.0011, -0.0001, 0.0002
Si, -0.0194, 5.4422, 4.1391, 0.0035, 0.0007, -0.0016
Si, 2.7083, -2.7253, 4.1676, -0.0021, -0.0016, 0.003
Si, 5.4543, 0.0092, 4.1705, 0.0022, 0.0024, 0.0036
Si, 8.1711, 2.7234, 4.1389, -0.0017, -0.0022, -0.0017
Si, 5.4428, 5.4358, 4.0602, -0.0001, -0.0001, 0.0001
Si, 8.1616, -2.7201, 4.0545, -0.0008, -0.0008, -0.0014
Si, 1.3446, -1.3941, 10.8205, 0.0003, -0.0029, -0.001
Si, 4.1158, 1.3532, 10.8399, 0.0007, -0.0005, 0.003
Si, 1.3493, 4.086, 10.8696, 0.0004, -0.0001, 0.0007
Si, 4.0874, -4.0689, 10.879, -0.0015, -0.0009, -0.0005
Si, 6.8129, -1.3319, 10.9364, 0.0005, 0.0001, 0.0003
Si, -1.3889, 1.3353, 10.9022, -0.0007, -0.0006, -0.0011
Si, 6.814, 4.062, 10.8277, -0.0001, -0.0001, 0.0006
Si, -1.3608, 6.8315, 10.8474, 0.0002, -0.0008, 0.0027
Si, 2.7422, -0.0551, 12.1087, -0.0016, -0.0024, -0.0039
Si, 5.5057, 2.6845, 12.201, 0.0011, -0.0014, -0.0015
Si, 2.712, 5.455, 12.2111, 0.0007, -0.0004, -0.0037
Si, 5.4413, -2.7096, 12.2605, 0.0007, -0.0004, 0.0022
Si, -2.7147, 0.007, 12.3576, 0.0009, -0.001, 0.0017
Si, -0.0185, 2.7088, 12.2059, 0.001, -0.0007, -0.0029
Si, 8.1309, 5.4755, 12.1498, 0.0011, -0.0023, 0.0016
Si, -0.0207, -2.6949, 12.2295, 0.0006, -0.0002, -0.0027
Si, 1.3912, 1.2955, 13.4362, -0.0034, -0.0012, -0.0048
Si, 4.131, 4.0937, 13.4729, 0.0026, 0.0009, -0.0014
Si, 1.3499, -4.0685, 13.5637, 0.002, 0.0006, -0.0033
Si, 4.0361, -1.3758, 13.575, 0.0007, -0.0018, -0.0001
Si, -4.0894, 1.3563, 13.7322, -0.001, 0.0006, -0.0039
Si, -1.4042, 4.1078, 13.4846, 0.0008, -0.0021, 0.0031
Si, 6.8062, -4.0659, 13.6004, 0.0006, -0.0006, 0.0002
Si, -1.3373, -1.3606, 13.7179, 0.0025, -0.0014, -0.0035
Si, 0.3574, -0.2037, 14.9029, -0.004, 0.0106, 0.0611
Si, 2.9859, 2.4601, 14.6397, -0.0084, 0.0071, 0.0508
Si, -0.2453, -5.242, 14.7958, 0.0038, -0.0075, 0.0511
Si, 2.4752, -2.515, 14.9174, 0.0048, -0.009, 0.0588
Si, 5.0937, 0.1937, 14.9421, 0.0048, -0.0104, 0.0557
Si, -2.9917, 3.1179, 14.8765, 0.0112, -0.0029, 0.0553
Si, 5.5993, 5.267, 14.8816, -0.0046, 0.0039, 0.0491
Si, -2.4653, -3.0312, 14.9779, -0.0096, 0.0043, 0.059
Si, 2.7725, -1.1734, -6.1933, 0.0105, -0.0079, -0.0708
Si, -2.4924, 4.7468, -10.4152, -0.004, 0.0063, -0.0232
Si, 6.1311, -1.4806, -9.1303, -0.0014, -0.0078, -0.0439
Si, 4.7109, -1.8418, 22.211, 0.0112, -0.0043, 0.0774
Si, 5.878, -0.4974, -6.1156, -0.0105, 0.0069, -0.0662
Si, -1.1224, -2.2886, 24.2716, 0.0052, -0.0026, 0.0256
Si, 1.64, 0.5184, -8.5947, -0.0036, -0.0013, -0.044
Si, 1.1399, -4.6495, 20.7256, 0.0044, -0.0012, 0.0748
Si, -2.5997, 4.0693, 19.9584, 0.0002, 0.0136, 0.096
Si, -2.1807, 2.7494, 22.6517, 0.0147, -0.0032, 0.061
Si, 3.7182, -4.4229, 17.108, -0.004, 0.0012, 0.1131
Si, 3.9447, -0.1291, 19.9371, -0.0166, -0.0078, 0.0901
Si, -1.993, -3.9527, 20.3429, 0.0014, -0.0094, 0.0941
Si, 1.1176, 0.7944, 20.1929, -0.0004, -0.0012, 0.0905
Si, -0.5619, 0.2925, 17.7422, 0.0053, -0.0042, 0.1117
Si, -2.1281, -3.167, -9.5894, 0.0013, 0.0042, -0.0359
Si, 6.0445, -0.0232, 17.7787, -0.0003, 0.0065, 0.109
Si, 3.6071, -2.6863, 24.9751, -0.0038, -0.0104, 0.027
Si, 0.9267, -4.1615, 24.8457, 0.0032, 0.0008, 0.0166
Si, 2.5616, 2.5136, -2.0795, 0.0087, 0, -0.1024
Si, 7.875, -4.3423, -7.0108, -0.0013, -0.0089, -0.0731
Si, 3.5397, 2.6813, -8.6662, 0.0025, 0.0029, -0.0447
Si, 5.0248, -0.2317, -11.6989, -0.0017, 0.0062, -0.0045
Si, 8.099, 2.2539, 17.694, -0.0031, 0.0048, 0.109
Si, 3.4847, -3.0258, 19.7428, -0.0138, 0.0153, 0.1046
Si, 2.5243, 4.9336, 23.1991, 0.0079, -0.011, 0.049
Si, 7.8285, -3.049, -2.0601, 0.0062, 0.0084, -0.1065
Si, -2.5913, -2.0882, -4.9362, -0.0223, -0.0008, -0.1107
Si, 0.8427, -2.1452, -10.015, -0.0072, -0.0015, -0.0245
Si, -2.6297, -2.0364, 17.8838, 0.0133, -0.007, 0.1095
Si, 5.6666, 2.4434, -6.5278, 0.0095, -0.0179, -0.0646
Si, 5.3227, 4.4029, -10.6435, 0.0083, -0.0023, -0.0109
Si, 1.5602, 4.2006, 16.8533, -0.0019, -0.0067, 0.103
Si, 2.2813, -3.8378, -7.6926, 0.0023, -0.0005, -0.0503
Si, -0.1128, 2.1214, -6.6174, -0.0039, 0.0144, -0.069
Si, 5.3362, -5.1512, 24.1114, -0.0031, -0.0023, 0.029
Si, 0.3301, 0.331, -1.9944, -0.0018, -0.0172, -0.1115
Si, -2.5695, 3.7131, -7.5115, 0.0049, 0.0062, -0.0464
Si, -0.4394, 0.3688, 22.6992, -0.0112, 0.0003, 0.0625
Si, 7.3928, 3.6753, 25.3521, -0.001, 0.0065, 0.0177
Si, 0.4778, 2.9527, 23.7683, 0.0032, 0.008, 0.0347
Si, 5.1, -4.2049, -8.6617, -0.0037, 0.012, -0.038
Si, 4.0633, 4.0614, -4.386, -0.0013, -0.0039, -0.1311
Si, 0.0148, -0.466, -4.8702, 0.0122, 0.0135, -0.123
Si, 0.4674, 3.5951, 19.5117, -0.0067, 0.0101, 0.0951
Si, 1.9203, 4.4152, -6.6289, -0.0153, -0.0004, -0.0727
Si, 5.5679, -5.2247, -2.1162, -0.0085, -0.0013, -0.1085
Si, 7.2962, -3.1399, 22.887, -0.0088, -0.005, 0.0581
Si, 1.3421, -1.3402, 5.4684, -0.0006, 0.0007, -0.0019
Si, 4.062, 1.3786, 5.465, 0.0002, 0.0016, -0.0022
Si, 1.3656, 4.0672, 5.441, 0.001, -0.0004, -0.0011
Si, 4.0943, 6.7791, 5.4571, 0, -0.0019, -0.0021
Si, 6.8212, -1.3787, 5.4602, 0, -0.0002, -0.0026
Si, -1.3397, 1.3492, 5.4498, -0.0001, -0.0006, -0.0017
Si, 6.7912, 4.0938, 5.4573, -0.0006, 0.0004, -0.0023
Si, 9.5006, 6.816, 5.4608, 0.0001, 0.0005, -0.0027
Si, 2.7122, 0.0117, 6.8251, -0.0002, -0.0004, 0.0013
Si, 5.4323, 2.7307, 6.8127, 0, 0, 0.0005
Si, 2.7243, 5.4204, 6.7938, 0, -0.0008, -0.0008
Si, 5.4496, -2.734, 6.8089, 0.0008, -0.0004, 0.0003
Si, -2.7023, -0.0079, 6.7963, 0.0002, -0.001, -0.0003
Si, 0.018, 2.7111, 6.8043, -0.0005, -0.0006, -0.0007
Si, 8.1476, 5.4527, 6.8215, 0.0007, -0.0007, 0.0008
Si, -0.0142, -2.7098, 6.8156, -0.0005, -0.0003, 0.001
Si, 1.3552, 1.3642, 8.186, 0.0004, -0.0006, 0.0006
Si, 4.071, 4.0823, 8.1671, 0.0004, -0.0009, 0.0001
Si, 1.3651, 6.7871, 8.134, -0.0015, -0.0002, 0.0008
Si, 4.0911, -1.3637, 8.1549, 0.0002, 0.001, 0.0028
Si, 6.8109, 1.3533, 8.1372, -0.0001, 0.0003, 0.0014
Si, -1.35, 4.0753, 8.1464, -0.0009, 0.0005, 0.0013
Si, 6.7952, -4.0727, 8.1891, 0.0007, -0.0001, 0.0009
Si, -1.3691, -1.3519, 8.1706, 0.0001, -0.0013, 0.0012
Si, -0.0175, 0.0004, 9.5253, 0.0002, -0.0004, 0.0009
Si, 2.7247, 2.7235, 9.5286, -0.0012, -0.0002, 0.0009
Si, -0.0015, 5.4479, 9.5041, 0.0001, -0.0007, 0.0005
Si, 2.7253, -2.7412, 9.4888, -0.0002, -0.0004, -0.0006
Si, 5.4717, -0.0085, 9.5073, -0.0008, -0.0017, 0.0011
Si, 8.1768, 2.7019, 9.4958, -0.0002, -0.0007, 0.0003
Si, 5.4282, 5.4342, 9.5216, 0.0004, -0.0002, 0.0011
Si, 8.1459, -2.6874, 9.5347, 0.0001, -0.0001, 0.0014
O, 7.8096, -2.6541, 16.4534, -0.001, -0.0182, -0.0819
O, 3.418, -1.4933, 19.2508, 0.0029, -0.0014, -0.0389
O, 4.3271, -0.909, -5.7459, 0.0005, 0.0001, 0.0233
O, -1.6221, 2.5781, -6.9075, 0.0078, -0.0065, 0.0246
O, 1.3958, 1.4599, -2.4396, 0.0028, -0.0026, 0.0345
O, -1.3271, -4.1463, 15.3313, 0.0027, -0.0018, -0.029
O, 8.1327, 2.7319, -0.4746, -0.0032, -0.0006, 0.0117
O, 6.7106, 4.1615, 15.3354, -0.0052, 0.002, -0.0309
O, 3.0689, -3.1911, 16.2812, -0.0154, 0.0181, -0.0589
O, 5.1501, -4.9859, -10.0656, -0.0027, 0.0055, 0.0137
O, -0.2339, -0.4116, -3.2922, 0.0077, 0.0174, 0.0866
O, 4.5411, -0.4514, 21.4098, -0.0118, 0.0123, -0.0429
O, 7.5537, -2.064, -9.676, -0.0056, 0.0051, 0.0176
O, 2.2599, 3.164, 15.8842, 0.0207, -0.0218, -0.0617
O, 7.1514, -1.8682, -1.1935, -0.0154, 0.0184, 0.0593
O, -1.5464, 1.4335, 18.3469, -0.0044, -0.0036, -0.0437
O, 4.4554, -4.5141, -1.1913, -0.0186, 0.02, 0.0577
O, 3.423, -0.391, -11.964, 0.0006, 0.0012, -0.0021
O, 0.0136, 5.4416, -0.4687, 0.0032, -0.0001, 0.0124
O, 4.9675, -5.0054, 16.2646, 0.0241, -0.0158, -0.0608
O, -0.924, 0.9953, -1.2329, -0.0203, 0.0162, 0.0494
O, 1.8856, 3.4407, 23.0977, 0.0017, 0.0056, -0.0168
O, 3.6724, 1.7843, -1.1703, 0.0183, -0.0153, 0.0563
O, 2.9571, 4.6694, -5.4059, 0.0289, -0.0058, 0.0579
O, 1.4098, -1.3644, 15.405, 0.0033, -0.0047, -0.0322
O, 7.5125, 3.3421, 18.7391, -0.0066, -0.0269, -0.0595
O, -0.0623, 0.6383, 16.2455, 0.0165, -0.0079, -0.0826
O, 6.2755, -0.8347, -7.659, -0.0053, -0.0002, 0.0444
O, 6.3895, -4.4717, -7.7009, 0.0135, 0.006, 0.0213
O, 7.9481, 3.3349, 21.3572, -0.0029, 0.0154, -0.0581
O, 4.4932, 3.3682, -9.7455, -0.0053, -0.0108, 0.0165
O, 1.5305, -2.1998, -11.4853, 0.003, 0.0039, 0.003
O, 1.9, 3.7606, -1.2794, -0.018, 0.0203, 0.0575
O, 0.3359, 4.9679, 16.156, -0.0169, 0.0182, -0.0616
O, 6.9573, -1.1965, -5.1461, 0.0196, -0.0098, 0.0424
O, -2.5066, -4.5067, -10.4295, 0.0019, 0.0025, 0.0108
O, 0.472, -0.0382, 21.4191, 0.0178, 0.0027, -0.0473
O, -0.8992, -1.0096, 23.3422, 0.0022, 0.0122, -0.02
O, -2.2329, 2.838, 16.2977, -0.0055, 0.0144, -0.0745
O, -1.3584, -1.0931, 17.6166, -0.0004, 0.0021, -0.0341
O, 4.1879, -3.9075, 18.579, 0.0062, -0.0246, -0.0715
O, 4.0298, 1.386, 15.2944, -0.0021, 0.0018, -0.0267
O, 6.7962, 3.1426, -7.4553, -0.0133, -0.0074, 0.026
O, 6.9054, 4.1368, -10.6059, -0.0006, 0.0019, 0.0045
O, -0.7735, 3.5489, 22.8939, -0.0102, -0.0014, -0.0174
O, 6.2512, -1.9409, 22.6573, -0.0065, 0.0029, -0.0203
O, -1.8357, -3.7218, -1.2395, 0.0203, -0.0189, 0.0488
O, 2.6619, 1.5114, -9.372, -0.0018, -0.0001, 0.0163
O, 7.9366, -3.4744, -5.6781, 0.0096, 0.0282, 0.052
O, 2.6292, 5.2942, 17.3571, 0.0016, -0.0028, -0.0308
O, 4.6041, -3.9763, 24.9765, 0.0034, 0.0034, -0.0114
O, 2.0336, -3.0221, 25.078, 0.001, 0.0026, -0.0114
O, -1.7934, 1.2023, 22.3477, 0.0005, 0.0005, -0.0203
O, 2.7244, -2.7009, -0.404, -0.003, 0.0001, 0.0155
O, 6.9746, -1.1868, 18.4237, -0.0005, 0.0028, -0.0367
O, 1.8994, -4.885, 22.1412, -0.0143, 0.0126, -0.0525
O, -2.151, -3.0928, 18.9935, -0.0094, 0.0313, -0.0742
O, 1.3708, 4.8131, 20.0117, -0.0095, -0.0215, -0.0385
O, 4.1473, 4.958, 23.2793, -0.0046, -0.0008, -0.0158
O, 2.5013, -0.2213, -7.4579, 0.0052, -0.0089, 0.0407
O, -1.184, -1.422, -5.4592, 0.0001, 0.0017, 0.0427
O, 6.9116, 1.2472, 17.3205, -0.0004, 0.0002, -0.0329
O, 3.7008, -4.5765, -7.9704, -0.007, 0.0033, 0.0169
O, 7.7736, 2.9075, 23.9707, 0.01, -0.0028, -0.0277
O, -0.1114, -3.4769, 23.7956, -0.002, 0.0027, -0.0132
O, 4.4405, 2.0408, -7.4934, 0.0131, 0.0008, 0.0331
O, 0.651, 0.1588, 18.7872, -0.0256, -0.0097, -0.0647
O, 1.9557, -3.4986, 19.9573, 0.0172, 0.007, -0.0367
O, -2.6122, -3.1874, 21.6095, 0.0171, -0.0098, -0.0488
O, 3.8281, -1.891, 23.5732, 0.0076, 0.007, -0.0347
O, -1.0544, 4.0448, 19.5459, 0.005, -0.0071, -0.037
O, 1.0285, -0.8, -1.0948, 0.0134, -0.0136, 0.0534
O, 1.5656, -0.9173, -5.1273, -0.0242, 0.0044, 0.0462
O, 5.4903, 1.3087, -11.9583, -0.0006, 0.0022, -0.0023
O, 5.3851, -0.5383, 16.3896, -0.0185, 0.0036, -0.076
O, -2.5185, 5.0563, -6.6157, 0.0001, 0.0041, 0.0247
O, 6.7219, -4.1543, -2.4747, -0.0017, -0.0057, 0.0319
O, -2.4161, -2.3998, -3.3762, -0.0114, -0.0202, 0.0876
O, 7.9464, -5.2527, 20.1229, 0.0021, -0.0069, -0.0351
O, 0.4784, 1.4333, -7.9536, -0.0099, 0.0086, 0.0261
O, 1.8894, -5.4211, 24.5734, 0.0028, -0.0019, -0.019
O, 5.2073, 3.398, -5.3141, -0.0178, 0.0192, 0.0529
O, 0.4228, 1.33, 23.7018, -0.0026, -0.0078, -0.0183
O, 4.7709, 4.2709, -12.141, -0.0051, -0.0035, -0.0028
O, 1.3417, -5.0128, -7.0838, -0.0006, -0.0083, 0.0214
O, 6.4334, -4.4987, 23.1049, 0.0093, 0.0093, -0.0188
O, 0.9698, -0.6005, -9.535, 0.0052, 0.0089, 0.0171
O, 0.9702, 3.2706, 18.0278, 0.0196, 0.0088, -0.0789
O, -0.4336, -4.2621, 20.705, -0.0052, 0.0026, -0.0321
O, 0.7457, 3.4127, -6.149, 0.0028, 0.0002, 0.0227
O, -1.4709, 4.2822, -11.5954, 0.001, 0.0022, -0.0014
O, 3.2909, 3.0064, -3.4303, -0.0245, -0.0194, 0.0746
O, 5.4317, -0.0195, -0.4233, 0.0035, 0.0022, 0.0265
O, 2.5697, 3.7488, -7.9531, -0.0062, 0.0098, 0.0304
O, 4.2962, -3.0401, 21.1646, -0.0117, -0.0083, -0.0527
O, 6.1521, 1.0682, -5.8642, -0.0006, 0.0039, 0.0203
O, -1.9849, -3.6311, -8.0489, -0.0054, -0.0079, 0.0364
O, 0.2264, 3.4579, 25.2912, 0.0036, -0.003, -0.0105
O, 5.0245, 0.4926, 18.9197, 0.0266, 0.0033, -0.0606
O, 5.0278, -2.6454, -9.0149, 0.0067, -0.0011, 0.0151
O, -2.0351, 4.1268, -8.9893, -0.0021, -0.0091, 0.0308
O, -0.1482, 1.0259, -5.4518, 0.0019, -0.0348, 0.0446
O, 0.6084, 2.3004, 20.4386, -0.0015, 0.0067, -0.0448
O, 2.5964, -2.7176, -6.5914, -0.001, 0.0195, 0.0291
O, 6.2516, 4.418, -1.3109, 0.0207, -0.0213, 0.0487
O, 1.6045, -3.1613, -9.0032, 0.0074, -0.0075, 0.0226
O, 6.1745, 4.7209, 25.0626, 0.0006, 0.0047, -0.0097
O, -0.729, -2.5406, -10.0994, 0.0012, -0.0016, 0.0059
O, -2.6502, -2.8154, 24.1694, -0.0068, -0.0007, -0.0182
O, 4.8175, 5.1559, -3.4606, 0.0239, 0.0214, 0.0722
O, 2.7208, 0.8748, 20.1758, 0.0006, -0.0025, -0.027
O, 5.4792, -0.4446, -10.1668, 0.0058, -0.007, 0.0156

Results
free energy: -155994.237 eV
free energy less fixed offsets of O -570.45, Si -639.56 eV per atom: -7.197 eV

The program warned: the cutoff lies below the one the program advises for these potential files; the forces do not sum to zero within the program's tolerance; empty levels may hold ghost states of the PAW files; the exchange-correlation potential is rough where the density is thin.
